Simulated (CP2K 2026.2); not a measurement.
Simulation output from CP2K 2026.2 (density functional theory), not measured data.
Periodic cell of 504 atoms, Si360O144, from a study of silicon, its oxide and their interface. The atomic structure is a simulated model.
Doubt: the forces sum to 0.58 eV/angstrom along one axis rather than to zero, so they err by at least 0.0012 eV/angstrom per atom on average; the grid cutoff is modest.

Settings: functional PBE; method Gaussian and plane waves; basis set DZVP-MOLOPT-SR-GTH; pseudopotentials GTH-PBE; grid cutoff 350 Ry, relative cutoff 50 Ry; k points Gamma only; occupations fixed; spin none; net charge 0.

Cell vectors (angstrom)
a 16.32 0 0
b 0 16.32 0
c -2.7909 5.0407 33.941

Atoms and the computed forces on them: element, x, y, z (angstrom), force x, y, z (eV/angstrom)
Si 1.095 15.186 0.132 0.172 -0.04 0.751
Si 3.799 1.606 0.091 0.137 -0.136 0.747
Si 1.603 3.812 0.098 -0.099 0.132 0.718
Si 3.96 6.843 0.096 0.288 -0.204 0.693
Si -1.056 14.192 33.844 -0.387 0.365 0.651
Si 4.374 11.944 0.062 -0.09 0.173 0.808
Si 4.192 19.857 33.906 -0.195 0.172 0.713
Si 9.298 1.77 0.115 0.104 -0.306 0.776
Si 6.945 3.839 0.162 -0.1 0.279 0.74
Si 9.801 6.603 0.011 -0.254 0.087 0.732
Si 6.603 9.75 0.02 0.101 -0.209 0.738
Si 9.172 12.539 0.009 0.185 -0.07 0.769
Si 9.672 19.731 33.931 -0.155 0.156 0.675
Si 15.203 1.046 0.099 -0.13 0.163 0.765
Si 11.949 4.38 0.24 0.052 -0.023 0.762
Si 14.711 7.005 0.036 0.206 -0.112 0.699
Si 12.508 9.22 0.156 -0.035 0.12 0.709
Si 14.798 12.556 0.008 0.072 -0.266 0.682
Si 2.677 16.348 1.407 -0.021 0.017 -0.058
Si 5.39 2.687 1.447 -0.013 -0.003 -0.045
Si 2.741 5.367 1.431 -0.003 -0.007 -0.042
Si 5.497 8.123 1.331 -0.008 0.02 -0.041
Si 2.731 10.817 1.279 0 -0.008 -0.059
Si 5.463 13.61 1.322 0.016 -0.016 -0.038
Si 8.187 16.355 1.283 0 0.01 -0.039
Si 10.82 2.812 1.532 -0.002 -0.001 -0.056
Si 8.172 5.475 1.334 0.018 -0.011 -0.057
Si 10.904 8.119 1.431 0.017 -0.011 -0.06
Si 8.13 10.922 1.353 -0.013 0.002 -0.067
Si 10.86 13.581 1.298 -0.022 -0.01 -0.048
Si 13.574 16.266 1.362 0.004 -0.004 -0.052
Si 0.006 2.67 1.379 0.007 -0.005 -0.046
Si 13.584 5.502 1.443 0.003 0.032 -0.044
Si 0.042 8.154 1.258 0.008 0.01 -0.035
Si 13.686 10.888 1.3 -0.003 0.018 -0.031
Si -0.036 13.634 1.442 0 0.014 -0.06
Si 1.345 1.365 2.806 -0.006 -0.009 0.044
Si 4.104 4.075 2.818 0.001 0.01 0.014
Si 1.332 6.767 2.692 -0.001 0.004 0.021
Si 4.077 9.468 2.69 0.013 0.004 0.037
Si 1.378 12.203 2.658 0.024 -0.002 0.007
Si 4.075 14.948 2.679 0.01 0.009 0.009
Si 6.789 1.305 2.725 0.022 0.001 0.012
Si 9.45 4.15 2.836 -0.008 0.022 0.039
Si 6.845 6.819 2.718 -0.022 -0.019 0.016
Si 9.515 9.542 2.684 -0.005 0 0.012
Si 6.796 12.269 2.745 -0.018 -0.005 0.037
Si 9.548 14.994 2.668 -0.006 0.002 0.018
Si 12.237 1.358 2.712 0.004 -0.003 0.001
Si 14.955 4.065 2.7 0.009 -0.002 0.011
Si 12.245 6.817 2.842 -0.011 -0.008 0.055
Si 15.049 9.546 2.675 0.003 -0.024 0.005
Si 12.23 12.197 2.656 0.001 -0.008 0.009
Si 14.908 14.955 2.804 -0.004 0.013 0.037
Si -0.023 16.315 4.133 -0.003 0.006 -0.006
Si 2.721 2.72 4.146 -0.011 -0.02 -0.021
Si -0.014 5.425 4.073 0.007 0.006 0.005
Si 2.709 8.129 4.058 0.003 0.003 -0.014
Si 0.042 10.88 4.074 -0.023 -0.006 0.007
Si 2.723 13.576 4.033 -0.017 0.008 0.006
Si 5.431 16.281 4.081 0.006 -0.008 -0.007
Si 8.107 2.711 4.109 0.002 0.007 -0.018
Si 5.477 5.466 4.105 0 0 -0.015
Si 8.176 8.187 4.076 0.009 -0.003 0
Si 5.417 10.872 4.058 0.006 -0.003 -0.019
Si 8.186 13.631 4.06 0.008 -0.009 -0.012
Si 10.88 16.325 4.076 -0.012 -0.009 -0.001
Si 13.601 2.712 4.072 -0.003 0.001 -0.002
Si 10.868 5.46 4.171 -0.003 0.004 -0.01
Si 13.654 8.211 4.081 -0.001 0.011 -0.008
Si 10.886 10.873 4.057 0.025 0.018 0.007
Si 13.548 13.558 4.086 0.006 0 -0.014
Si 1.348 14.976 16.333 0.014 -0.008 -0.009
Si 4.066 17.672 16.321 -0.007 0 -0.007
Si 1.356 4.071 16.331 -0.007 -0.01 -0.009
Si 4.059 6.762 16.328 -0.008 -0.01 -0.009
Si 1.361 9.5 16.307 -0.006 0.002 -0.014
Si 4.073 12.227 16.291 0 -0.012 -0.006
Si 6.805 14.953 16.307 0.006 -0.001 -0.006
Si 9.526 17.699 16.325 0 0.013 -0.012
Si 6.79 4.066 16.333 0.005 0.001 -0.012
Si 9.513 6.78 16.289 -0.012 0.006 -0.013
Si 6.809 9.538 16.272 -0.007 -0.003 -0.008
Si 9.527 12.255 16.318 0.004 0.004 -0.008
Si 12.261 15.002 16.319 0.001 -0.002 -0.004
Si 14.962 17.685 16.384 -0.002 0 0.003
Si 12.248 4.067 16.337 -0.006 0.008 -0.007
Si 14.95 6.784 16.324 0.001 -0.01 -0.009
Si 12.24 9.517 16.311 0.004 0.007 -0.013
Si 14.976 12.263 16.288 0.005 -0.002 -0.008
Si 2.719 16.318 17.698 -0.015 0.006 0.015
Si 5.395 2.724 17.689 0.014 -0.007 -0.005
Si 2.694 5.405 17.729 0.019 0.021 0.001
Si 5.446 8.167 17.59 0.003 0.008 0.001
Si 2.7 10.884 17.652 0.008 -0.009 0.023
Si 5.46 13.555 17.641 -0.002 0.003 -0.002
Si 8.137 16.354 17.654 0 -0.016 0.01
Si 10.906 2.703 17.714 -0.018 0.008 -0.001
Si 8.2 5.394 17.668 -0.007 -0.009 0.012
Si 10.839 8.161 17.64 0.005 -0.015 -0.011
Si 8.162 10.88 17.662 -0.001 -0.006 0.001
Si 10.887 13.654 17.645 -0.013 -0.011 0.013
Si 13.59 16.332 17.758 -0.004 0.004 0.006
Si 0.032 2.724 17.729 0.015 0.006 0.023
Si 13.584 5.44 17.699 -0.001 -0.001 0.012
Si 0.027 8.113 17.668 0.003 0.007 -0.005
Si 13.645 10.88 17.623 -0.015 -0.008 0.011
Si -0.031 13.634 17.685 -0.009 -0.008 0.007
Si 1.4 17.681 19.116 -0.001 0.017 -0.03
Si 4.028 4.028 19.105 -0.022 -0.019 -0.015
Si 1.348 6.772 19.103 -0.012 -0.002 -0.011
Si 4.08 9.496 18.956 0.011 -0.004 -0.041
Si 1.319 12.252 19.004 -0.001 -0.012 -0.022
Si 4.096 14.897 18.976 0.006 -0.007 -0.021
Si 6.75 17.683 19.026 0.001 0 -0.012
Si 9.553 4.037 19.085 0.001 0.007 -0.007
Si 6.825 6.817 18.913 0.009 0.012 -0.051
Si 9.515 9.526 19.024 -0.002 0.003 -0.018
Si 6.807 12.217 19.037 -0.007 0.009 -0.006
Si 9.518 15.031 19.002 0.02 -0.003 -0.033
Si 12.228 17.685 19.148 0.002 -0.006 -0.002
Si -1.339 4.109 19.062 0.016 0.002 -0.037
Si 12.151 6.796 19.006 -0.008 -0.011 -0.018
Si -1.328 9.49 18.976 -0.012 0.009 -0.028
Si 12.302 12.286 18.927 0.009 0.03 -0.049
Si -1.353 14.982 19.12 0.013 -0.006 -0.003
Si 0.02 16.336 20.493 0.023 0.015 0.059
Si 2.746 18.987 20.597 -0.026 -0.016 0.044
Si -0.026 5.458 20.514 0 -0.015 0.051
Si 2.757 8.155 20.374 0.015 0.016 0.071
Si 0.004 10.846 20.36 0.01 -0.005 0.05
Si 2.718 13.582 20.341 -0.005 -0.007 0.04
Si 5.42 16.251 20.346 0.012 0.003 0.049
Si 8.13 18.996 20.406 -0.004 0.011 0.047
Si 5.44 5.49 20.246 0.007 0.028 0.056
Si 8.149 8.135 20.348 -0.015 0.008 0.067
Si 5.434 10.818 20.346 -0.005 -0.016 0.055
Si 8.163 13.647 20.322 0.014 0.006 0.041
Si 10.816 16.341 20.505 -0.021 -0.026 0.055
Si 13.658 19.053 20.439 0.017 -0.01 0.063
Si 10.882 5.433 20.475 0 -0.008 0.037
Si 13.532 8.187 20.267 0.011 0.011 0.035
Si 10.931 10.949 20.244 -0.015 0.008 0.055
Si 13.591 13.59 20.424 -0.018 -0.011 0.047
Si 1.617 15.119 21.727 -0.202 -0.085 -0.753
Si 3.913 17.265 21.816 0.035 0.284 -0.678
Si 1.085 3.825 21.841 0.138 0.144 -0.798
Si 4.338 6.979 21.661 -0.202 -0.071 -0.746
Si 1.638 9.762 21.655 -0.117 -0.147 -0.739
Si 3.849 11.979 21.61 0.178 0.113 -0.766
Si 6.968 15.126 21.696 -0.111 -0.206 -0.744
Si 9.146 17.409 21.833 0.216 0.178 -0.724
Si 6.982 4.365 21.538 -0.086 -0.205 -0.73
Si 9.229 6.572 21.72 0.267 0.142 -0.716
Si 6.527 9.194 21.655 0.099 0.191 -0.824
Si 9.788 12.509 21.527 -0.072 0.014 -0.734
Si 11.969 14.702 21.736 0.167 0.12 -0.759
Si -1.134 17.914 21.836 -0.087 -0.174 -0.779
Si 12.55 4.326 21.736 -0.19 -0.077 -0.704
Si -1.699 6.693 21.673 0.222 0.014 -0.67
Si 12.469 9.825 21.57 -0.078 -0.123 -0.734
Si -1.566 11.966 21.682 0.098 0.207 -0.743
Si 10.031 11.245 25.68 0.069 0.036 -0.076
Si 5.4 8.643 27.52 -0.046 -0.011 0.096
Si 1.345 13.857 29.371 -0.015 -0.036 -0.1
Si 10.204 6.846 24.639 -0.03 0.005 -0.111
Si 5.692 13.209 23.835 -0.005 0.017 -0.188
Si 8.826 6.191 27.246 0.011 0.056 -0.061
Si -0.863 18.47 29.096 0.007 0.05 0.096
Si -2.515 10.723 31.857 -0.061 -0.012 0.14
Si 8.035 8.494 28.961 -0.081 -0.068 -0.007
Si 10.343 13.375 29.306 0.065 0.056 -0.106
Si 3.348 4.606 26.817 -0.06 0.02 -0.001
Si 6.643 3.885 24.445 0.016 -0.07 -0.051
Si -0.22 13.725 23.87 0.007 0.009 -0.167
Si 2.955 9.184 29.094 0.121 0.017 0.02
Si 13.275 14.637 29.239 -0.024 0.008 0.012
Si 13.844 15.976 23.931 -0.031 -0.022 -0.187
Si 5.133 12.909 31.845 0.037 0.016 0.119
Si 7.316 17.305 31.042 0.046 -0.004 0.14
Si 13.818 5.456 26.202 0.023 0.029 0.099
Si 12.427 9.007 29.823 0.047 -0.078 0.059
Si 11.976 9.281 24.498 -0.03 -0.059 -0.124
Si 9.486 15.284 31.367 -0.041 0.074 0.075
Si 5.735 16.584 28.519 0.047 -0.045 -0.077
Si 4.444 13.759 29.067 -0.014 0.001 0.067
Si 10.693 4.469 28.907 -0.056 0.066 0.152
Si 9.3 18.681 24.736 -0.11 -0.056 -0.141
Si 12.969 6.209 28.913 -0.022 0.006 -0.02
Si -1.63 7.95 24.515 -0.02 -0.037 -0.049
Si 2.93 10.597 31.881 -0.065 -0.057 0.077
Si 7.895 6.579 31.187 -0.006 0.166 0.115
Si 1.211 8.433 24.471 0.101 0.045 -0.031
Si 12.246 16.704 31.131 0.022 0.038 0.035
Si 2.569 5.657 23.928 0.028 0.042 -0.099
Si -0.751 5.009 28.535 -0.093 0.047 -0.051
Si 10.63 7.628 31.985 -0.017 -0.056 0.154
Si 0.118 18.791 31.917 0.02 0.097 0.108
Si 12.48 15.929 26.698 0.017 -0.075 0.017
Si 9.834 14.209 26.357 0.027 0.034 0.054
Si 5.209 17.575 24.721 -0.011 -0.009 -0.114
Si 2.26 4.794 31.785 0.028 0.014 0.145
Si 3.923 13.018 26.253 0.062 -0.084 0.008
Si 1.105 13.893 26.504 -0.04 -0.067 0.019
Si 11.744 4.048 24.635 0.004 -0.024 -0.052
Si 8.529 20.166 31.019 0.086 -0.024 0.175
Si 12.326 18.307 28.696 -0.028 -0.14 0.097
Si 3.471 17.891 27.071 0.044 0.046 -0.087
Si 7.949 11.039 23.675 -0.066 0.045 -0.186
Si 0.873 16.33 27.899 0.025 -0.036 -0.011
Si 1.925 6.23 29.1 0.102 -0.108 0.069
Si 10.19 10.472 28.704 0.04 -0.051 -0.022
Si 5.974 5.717 26.653 0.036 0.072 -0.046
Si 7.665 16.4 26.071 -0.079 0.053 -0.082
Si -1.034 13.327 31.067 -0.129 0.18 0.052
Si 3.203 10.117 26.305 -0.013 -0.039 0.035
Si 1.364 14.93 5.427 0.004 -0.001 0.007
Si 4.087 1.334 5.456 0.009 0.009 0.006
Si 1.35 4.091 5.462 -0.003 -0.003 0.011
Si 4.082 6.806 5.44 -0.008 -0.007 0.008
Si 1.379 9.507 5.433 0.008 -0.001 0.009
Si 4.072 12.233 5.425 0.004 -0.011 -0.003
Si 6.808 14.949 5.441 0.004 -0.006 0.006
Si 9.513 1.362 5.436 -0.001 0.009 0.008
Si 6.785 4.08 5.478 0.008 -0.001 0.009
Si 9.513 6.84 5.48 0.003 -0.005 0.013
Si 6.794 9.532 5.426 -0.006 0.001 0.009
Si 9.532 12.25 5.416 -0.009 0.001 0.006
Si 12.22 14.949 5.442 0.006 0.007 0.008
Si 14.947 1.37 5.465 0.004 -0.005 0.01
Si 12.244 4.064 5.457 -0.009 -0.003 0.007
Si 14.969 6.806 5.437 -0.01 -0.006 0.001
Si 12.259 9.539 5.434 0 -0.003 0.013
Si 14.961 12.226 5.423 -0.005 -0.004 0.008
Si 2.718 16.295 6.798 0.001 -0.007 0
Si 5.427 2.712 6.821 0 0.006 0.004
Si 2.723 5.446 6.807 0.006 0.001 0.006
Si 5.441 8.17 6.797 -0.008 -0.003 -0.002
Si 2.723 10.876 6.797 -0.005 -0.005 0.006
Si 5.441 13.587 6.79 0.003 0.002 0.002
Si 8.157 16.321 6.801 -0.007 0.003 0.001
Si 10.877 2.71 6.808 0.001 -0.004 0.005
Si 8.158 5.448 6.817 -0.003 0 -0.004
Si 10.897 8.186 6.811 0.006 0.002 0.003
Si 8.163 10.891 6.78 0.009 0.006 0.001
Si 10.87 13.598 6.808 0 -0.006 -0.001
Si 13.586 16.312 6.801 -0.006 0.001 0.006
Si -0.007 2.727 6.817 -0.002 0.004 0.004
Si 13.604 5.445 6.798 0.005 0.001 0.001
Si 0.011 8.158 6.799 0.003 0.002 0.001
Si 13.608 10.886 6.806 -0.006 -0.001 -0.006
Si -0.004 13.587 6.79 -0.002 -0.003 -0.001
Si 1.36 1.35 8.155 -0.001 0.002 -0.001
Si 4.069 4.076 8.17 -0.007 -0.011 -0.001
Si 1.365 6.804 8.167 0.003 0.004 -0.002
Si 4.083 9.524 8.162 0.006 0.006 0.001
Si 1.355 12.232 8.156 0 -0.006 -0.005
Si 4.085 14.947 8.158 -0.001 -0.004 -0.002
Si 6.801 1.359 8.168 0.005 0.006 -0.004
Si 9.524 4.082 8.165 0.002 0.007 -0.001
Si 6.791 6.805 8.166 0.003 -0.006 -0.005
Si 9.522 9.54 8.157 0.004 -0.001 -0.008
Si 6.803 12.237 8.154 -0.002 -0.008 -0.002
Si 9.512 14.96 8.165 -0.003 -0.005 -0.005
Si 12.233 1.35 8.167 -0.006 -0.003 -0.005
Si 14.957 4.089 8.17 0.002 0 -0.001
Si 12.244 6.804 8.161 -0.009 0.002 0.002
Si 14.965 9.516 8.159 -0.013 -0.008 -0.004
Si 12.244 12.246 8.162 0.014 0.006 -0.002
Si 14.961 14.956 8.151 0.004 0.002 -0.004
Si -0.002 16.316 9.515 -0.006 -0.005 -0.003
Si 2.712 2.712 9.523 0.004 0.006 -0.002
Si 0.004 5.443 9.526 0.002 0.006 -0.001
Si 2.722 8.164 9.524 0 -0.002 -0.004
Si -0.001 10.878 9.522 0.001 -0.001 0.003
Si 2.718 13.593 9.516 -0.001 -0.002 0
Si 5.437 16.316 9.519 0.003 0 -0.002
Si 8.163 2.721 9.524 0 0.002 -0.002
Si 5.435 5.437 9.524 -0.005 0 -0.005
Si 8.163 8.167 9.513 0.005 0.001 -0.007
Si 5.446 10.88 9.519 0.005 -0.003 -0.004
Si 8.154 13.6 9.521 -0.008 -0.001 -0.003
Si 10.875 16.316 9.527 0.001 -0.001 0
Si 13.595 2.721 9.518 -0.004 -0.002 -0.001
Si 10.883 5.444 9.521 0.005 -0.004 0.002
Si 13.605 8.159 9.522 0.006 -0.004 0.001
Si 10.883 10.889 9.524 -0.007 0 -0.003
Si 13.603 13.604 9.521 -0.006 0 0.003
Si 1.359 14.958 10.875 0.004 0.001 0.001
Si 4.076 17.675 10.882 -0.002 -0.001 -0.001
Si 1.357 4.075 10.883 -0.006 -0.007 0.001
Si 4.073 6.794 10.881 0 0.006 -0.002
Si 1.359 9.52 10.883 0.001 -0.003 0.002
Si 4.081 12.237 10.877 0.008 -0.007 0.001
Si 6.798 14.963 10.881 0 -0.005 0.002
Si 9.521 17.681 10.886 0.003 -0.003 0.003
Si 6.799 4.078 10.881 0.003 0.001 0.002
Si 9.52 6.805 10.877 -0.007 -0.001 -0.001
Si 6.803 9.519 10.878 -0.005 0 -0.003
Si 9.521 12.247 10.881 0.007 0.004 0
Si 12.243 14.962 10.882 0.003 -0.002 -0.001
Si 14.959 17.681 10.873 0.005 0.002 0
Si 12.239 4.081 10.88 -0.006 0.008 0.002
Si 14.962 6.799 10.885 -0.001 -0.003 0.002
Si 12.243 9.522 10.879 -0.003 -0.002 -0.002
Si 14.96 12.242 10.881 -0.002 0.001 -0.002
Si 2.71 16.321 12.242 -0.001 -0.004 0.007
Si 5.44 2.714 12.24 0 0.001 0.002
Si 2.716 5.433 12.244 0.006 0.003 0.001
Si 5.439 8.153 12.23 0.001 -0.008 -0.003
Si 2.723 10.877 12.238 0.001 0.001 0.005
Si 5.433 13.606 12.234 0.001 0.005 0.001
Si 8.16 16.32 12.243 -0.005 0 0.004
Si 10.882 2.723 12.243 0.004 0.003 0.005
Si 8.159 5.441 12.237 0 0.003 0.002
Si 10.886 8.158 12.237 0.003 0.004 0
Si 8.163 10.88 12.236 -0.002 -0.004 0.001
Si 10.882 13.606 12.24 -0.004 -0.002 0
Si 13.601 16.327 12.239 -0.007 -0.003 -0.001
Si -0.005 2.716 12.24 -0.005 0 0.003
Si 13.604 5.433 12.241 0.006 -0.003 0.001
Si -0.001 8.159 12.244 0.001 0 0.003
Si 13.6 10.884 12.242 -0.001 0 0
Si 0.001 13.604 12.24 0.002 -0.005 0.006
Si 1.348 17.68 13.607 -0.002 0.008 0
Si 4.079 4.069 13.6 0.001 -0.003 0.003
Si 1.35 6.788 13.602 -0.002 0.001 0.004
Si 4.078 9.503 13.59 0.007 -0.006 0.002
Si 1.367 12.243 13.595 0.009 -0.01 0.004
Si 4.072 14.962 13.599 -0.003 0.002 0.003
Si 6.799 17.675 13.605 0.011 -0.007 0.006
Si 9.518 4.081 13.599 -0.009 0.01 0.005
Si 6.788 6.792 13.594 -0.009 0.01 0.001
Si 9.527 9.52 13.594 -0.001 -0.002 0.009
Si 6.801 12.249 13.583 -0.007 0 0.002
Si 9.53 14.969 13.602 0.009 -0.007 0.002
Si 12.249 17.692 13.603 0 -0.002 0.005
Si 14.958 4.068 13.607 0.002 -0.002 -0.001
Si 12.246 6.793 13.596 0.007 -0.008 0.003
Si 14.959 9.523 13.601 -0.006 0.004 0.004
Si 12.24 12.248 13.6 -0.006 0.003 -0.001
Si 14.964 14.973 13.598 -0.005 0.003 0.001
Si -0.016 16.333 14.982 0.003 -0.004 0.005
Si 2.714 2.717 14.962 0.008 0.001 -0.005
Si -0.008 5.425 14.967 -0.001 0.005 -0.004
Si 2.72 8.137 14.956 0.002 0.003 0.001
Si 0.011 10.879 14.951 0.003 0.004 -0.006
Si 2.709 13.611 14.965 -0.004 -0.001 -0.005
Si 5.433 16.316 14.961 -0.005 0.001 -0.004
Si 8.156 2.723 14.962 -0.001 -0.001 -0.002
Si 5.436 5.426 14.964 0.002 -0.004 -0.002
Si 8.159 8.151 14.936 0 -0.005 -0.006
Si 5.436 10.883 14.924 0.002 0.002 -0.005
Si 8.166 13.602 14.947 -0.005 0.001 -0.003
Si 10.886 16.341 14.96 -0.001 0.004 -0.001
Si 13.613 2.71 14.985 -0.006 0.007 -0.001
Si 10.894 5.426 14.957 0.001 -0.004 0.002
Si 13.602 8.154 14.958 0.004 0 0.003
Si 10.882 10.885 14.958 0 -0.003 0
Si 13.599 13.62 14.952 0.002 -0.004 -0.004
O 11.175 15.104 26.21 0.198 0.206 -0.132
O 8.044 16.251 22.204 -0.096 -0.12 0.52
O 8.115 5.424 22.054 0.175 -0.256 0.404
O 4.897 4.695 27.264 0.234 -0.26 0.248
O 5.428 8.093 22.172 -0.094 0.013 0.327
O 11.717 6.695 32.708 0.12 -0.036 -0.431
O 12.609 15.36 23.081 -0.047 -0.045 0.301
O 11.833 13.959 29.39 0.078 -0.037 -0.08
O 5.405 13.281 30.289 0.591 -0.279 -0.17
O -0.078 7.762 33.511 0.005 0.166 -0.346
O 12.07 3.594 23.112 -0.252 -0.469 -0.067
O 13.617 10.869 22.112 0.092 -0.104 0.503
O -1.396 14.418 32.242 -0.028 0.25 -0.26
O 11.124 8.071 25.139 -0.157 -0.058 0.25
O -1.323 7.63 22.953 0.393 0.413 -0.025
O 10.811 18.629 33.489 0.039 0.029 -0.237
O 3.447 9.319 32.71 -0.201 -0.332 -0.333
O 5.075 13.59 25.276 0.041 0.63 0.334
O 7.208 9.787 23.002 -0.026 -0.168 0.304
O 2.304 17.003 27.689 0.199 0.054 0.037
O -2.107 5.288 29.378 0.073 -0.153 0.353
O 11.994 17.193 27.579 -0.135 0 -0.137
O 13.397 10.141 30.415 0.205 0.1 -0.472
O -1.421 11.869 31.623 0.412 -0.271 0.291
O 2.149 7.81 29.257 -0.212 0.152 0.293
O 6.293 14.472 23.029 -0.249 0.142 0.199
O 2.696 14.069 26.238 0.112 0.721 -0.378
O 5.301 18.729 33.485 0.167 0.111 -0.218
O 1.012 14.369 23.04 0.104 0.004 0.25
O 3.887 17.316 25.612 -0.379 -0.3 -0.11
O -1.849 17.256 23.153 0.038 0.235 0.433
O 13.528 4.999 33.521 0.094 -0.158 -0.488
O 8.927 14.918 32.831 -0.3 -0.024 0.03
O 11.397 8.573 30.964 -0.214 0.501 0.16
O -0.549 18.099 30.628 -0.298 -0.636 0.127
O 7.05 16.468 27.572 0.438 0.045 0.283
O 2.664 10.128 30.367 -0.062 0.111 -0.083
O 14.173 6.552 25.1 -0.147 -0.348 0
O 9.031 7.467 28.207 0.555 0.135 0.04
O 8.649 16.474 30.698 0.196 0.051 -0.293
O 9.802 10.869 27.212 -0.17 -0.128 0.146
O 12.825 6.116 27.3 -0.605 0.073 -0.063
O 8.096 10.49 33.518 0.202 0.12 -0.458
O 3.566 20.502 32.534 0.165 -0.011 -0.387
O 2.685 15.884 33.478 -0.008 -0.093 -0.337
O 2.744 16.193 22.247 0.101 0.152 0.229
O 9.045 11.694 22.703 -0.018 -0.096 0.182
O 4.773 17.566 23.169 0.364 -0.028 0.03
O -1.052 19.461 32.797 -0.279 -0.024 -0.31
O 11.015 15.748 31.512 0.088 -0.432 0.088
O 6.894 16.94 32.552 0.175 -0.556 -0.023
O -1.872 13.65 29.716 0.248 -0.092 -0.518
O 13.339 15.911 30.241 0.403 0.076 -0.01
O 9.579 18.02 23.278 0.205 -0.131 0.035
O 12.811 17.191 32.57 0.38 -0.182 0.015
O 1.622 11.189 32.627 -0.264 0.004 -0.345
O -1.343 14.849 24.094 0.023 0.082 0.291
O 9.856 5.046 27.665 0.318 -0.301 -0.413
O 1.653 5.973 32.705 -0.027 0.045 -0.31
O 9.031 20.328 32.557 0.048 0.165 0.124
O 5.772 19.036 25.14 -0.312 0.099 0.203
O 5.29 7.81 33.651 0.074 -0.086 -0.192
O 6.281 5.306 25.115 -0.191 0.474 -0.332
O 9.631 7.189 23.17 0.218 0.314 0.072
O 10.709 19.288 25.248 0.123 -0.128 0.505
O 9.88 8.612 32.996 -0.089 0.212 -0.059
O 7.612 18.868 30.883 -0.417 0.16 -0.165
O 9.404 13.972 30.458 -0.572 -0.533 0.135
O 4.541 14.198 32.626 0.136 0.23 -0.306
O 10.455 11.8 29.558 0.252 -0.185 0.425
O 13.299 16.399 25.389 0.096 0.541 0
O 9.665 13.772 27.901 -0.239 -0.175 0.184
O 13.444 15.045 27.678 0.567 -0.019 -0.353
O 2.5 5.634 27.717 -0.255 0.3 -0.178
O 10.8 13.158 33.515 -0.021 -0.142 -0.376
O 13.585 5.524 22.181 -0.128 -0.107 0.251
O -0.14 19.881 28.83 0.408 -0.045 0.113
O 4.512 8.757 28.88 0.3 -0.048 0.326
O 8.781 10.529 24.946 -0.27 -0.667 0.285
O 6.408 16.519 25.036 0.092 -0.3 -0.286
O -0.248 8.477 25.175 -0.085 0.376 0.653
O 11.547 9.599 28.612 0.16 -0.051 -0.711
O 2.897 19.397 27.005 -0.66 -0.065 -0.181
O 11.637 19.676 28.248 -0.146 -0.046 -0.392
O 9.504 6.731 31.275 0.169 -0.289 -0.233
O 11.763 17.909 30.168 -0.329 0.361 0.195
O 4.751 9.639 26.428 0.349 0.127 -0.41
O 8.51 15.024 25.886 -0.308 -0.205 -0.329
O 3.199 5.034 25.267 0.087 -0.181 0.166
O 7.343 5.614 27.482 -0.002 -0.337 0.668
O 0.964 15.425 29.236 -0.007 0.273 0.572
O 0.95 13.144 27.948 -0.387 -0.458 -0.177
O 5.366 7.199 26.801 -0.348 0.151 -0.092
O 4.519 12.804 27.753 0.283 -0.636 -0.015
O 13.557 9.076 24.762 0.205 0.426 0.376
O 11.733 9.237 22.895 -0.595 -0.076 0.094
O 11.444 10.676 25.121 0.449 0.608 -0.003
O 3.745 6.204 22.964 0.033 -0.073 0.324
O 1.181 19.943 31.554 -0.078 -0.076 -0.247
O 11.602 5.65 29.563 -0.221 0.315 0.318
O 10.859 13.573 22.184 -0.155 0.025 0.316
O 2.93 13.715 29.646 -0.013 0.003 0.244
O -1.87 9.533 32.732 0.129 -0.072 -0.083
O 0.34 13.169 25.285 -0.137 -0.371 0.155
O 12.517 11.336 32.632 -0.179 -0.253 -0.199
O 8.962 9.716 29.432 -0.024 0.382 0.693
O 2.515 10.016 27.773 -0.54 0.216 0.037
O -0.031 19.035 22.333 -0.199 0.073 0.2
O 1.591 6.878 24.29 -0.442 -0.105 -0.035
O 7.628 5.113 30.574 -0.619 -0.021 -0.628
O 13.101 4.175 25.514 0.307 -0.462 0.234
O 9.018 6.625 25.707 -0.351 0.042 -0.113
O 6.228 3.861 22.888 -0.555 -0.305 0.091
O 0.323 6.087 29.027 -0.101 0.542 0.04
O 1.071 9.144 23.034 -0.251 -0.102 0.095
O 7.247 6.553 32.646 0.29 -0.151 0.083
O -0.867 12.493 23.056 -0.025 -0.086 0.48
O 9.793 20.098 30.035 -0.032 -0.289 0.027
O 7.333 7.757 30.23 -0.539 0.207 0.021
O 4.49 12.588 22.965 -0.247 0.109 0.451
O 4.882 15.215 28.537 -0.204 -0.082 -0.437
O 0.527 13.277 30.63 0.466 -0.047 0.328
O 6.908 9.017 27.93 0.045 0.239 -0.341
O 0.124 13.077 33.696 0.01 0.033 -0.377
O 9.985 12.854 25.48 -0.003 0.262 -0.659
O 0.884 17.61 32.686 -0.045 -0.327 -0.594
O 8.716 17.607 25.791 0.239 0.005 0.436
O 2.725 10.901 22.099 -0.058 0.088 0.291
O 6.856 12.137 24.086 0.084 0.193 0.53
O 8.226 19.891 24.598 0.327 0.381 0.185
O 2.602 5.433 30.342 0.487 0.043 -0.046
O 6.151 16.891 30.034 -0.46 -0.228 0.237
O 4.784 17.785 28.008 0.047 0.326 0.172
O 13.897 18.587 28.799 -0.037 0.111 -0.161
O 2.349 9.185 25.315 0.067 0.069 -0.257
O -0.292 17.399 28.061 -0.196 0.052 -0.296
O 0.503 15.39 26.638 -0.189 0.275 -0.386
O -1.123 5.065 26.957 0.463 -0.241 -0.237
O 6.473 12.38 32.591 0.413 0.346 -0.432
O 13.269 7.731 29.334 0.51 0.171 0.081
O 4.062 11.722 31.92 0.182 -0.133 -0.166
O 3.278 11.621 25.744 -0.301 0.055 -0.579
O 1.725 4.499 23.178 0.132 -0.204 0.299
O 11.086 5.511 24.553 -0.056 0.084 -0.285

Results
total energy: -101659.624 eV
total energy less fixed offsets of O -438.35, Si -107.03 eV per atom: -6.424 eV
